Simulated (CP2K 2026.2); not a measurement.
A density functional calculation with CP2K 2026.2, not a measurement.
Periodic cell of 654 atoms, Si398O256, from a study of silicon, its oxide and their interface. The atomic structure is a simulated model.
Doubt: the forces sum to 3.60 eV/angstrom along one axis rather than to zero, so they err by at least 0.0055 eV/angstrom per atom on average; the grid cutoff is modest.

Settings
functional: PBE
method: Gaussian and plane waves
basis set: DZVP-MOLOPT-SR-GTH
pseudopotentials: GTH-PBE
grid cutoff: 350 Ry, relative cutoff 50 Ry
k points: Gamma only
occupations: fixed
spin: none
net charge: 0

Cell vectors (angstrom)
a	16.4025	0	0
b	0	16.4025	0
c	0	0	42.3064

Atoms: element, x, y, z (angstrom)
Si	0.14	0.32	0.29
Si	2.485	2.97	0.455
Si	0.201	5.157	42.203
Si	2.555	8.314	41.901
Si	15.711	11.318	42.021
Si	3.042	13.243	0.127
Si	5.351	16.036	0.12
Si	8.186	2.658	0.286
Si	6.091	4.925	42.256
Si	8.455	7.887	42.232
Si	5.303	11.007	0.013
Si	7.712	14.1	0.241
Si	10.533	0.598	42.238
Si	14.177	2.382	0.318
Si	10.614	5.611	42.197
Si	13.112	8.525	42.159
Si	10.965	10.85	42.07
Si	13.873	13.881	42.092
Si	1.373	1.486	1.835
Si	4.234	4.185	1.375
Si	1.227	6.975	1.076
Si	3.971	9.493	1.201
Si	1.195	12.168	1.177
Si	4.026	14.846	1.593
Si	6.638	1.296	1.411
Si	9.578	4.105	1.457
Si	6.924	6.703	1.32
Si	9.542	9.594	1.223
Si	6.747	12.279	1.4
Si	9.433	15.298	1.322
Si	12.291	1.391	1.387
Si	15.106	4.159	1.466
Si	12.152	6.857	1.251
Si	14.746	9.696	1.178
Si	12.196	12.534	1.046
Si	15.175	15.062	1.348
Si	16.342	2.861	2.984
Si	2.722	16.337	2.898
Si	16.232	8.274	2.508
Si	2.717	5.632	2.586
Si	0.019	13.616	2.691
Si	2.59	10.831	2.602
Si	5.402	2.73	2.798
Si	8.088	0.071	2.816
Si	5.42	8.136	2.57
Si	8.224	5.453	2.81
Si	5.421	13.532	2.89
Si	8.182	10.922	2.642
Si	10.988	2.79	2.782
Si	13.662	16.364	2.703
Si	10.864	8.234	2.673
Si	13.597	5.535	2.639
Si	10.84	13.789	2.55
Si	13.489	11.088	2.589
Si	1.422	4.256	4.122
Si	4.081	1.356	4.184
Si	1.229	9.518	3.998
Si	4.077	6.875	4.047
Si	1.315	14.961	4.153
Si	3.958	12.167	4.103
Si	6.819	4.079	4.131
Si	9.545	1.427	4.111
Si	6.787	9.532	3.977
Si	9.555	6.877	4.126
Si	6.789	15.004	4.157
Si	9.543	12.341	3.974
Si	12.325	4.173	4.111
Si	14.958	1.361	4.156
Si	12.23	9.638	4.017
Si	14.966	6.907	3.986
Si	12.245	15.018	4.035
Si	14.958	12.315	4.02
Si	16.394	0.006	10.889
Si	2.729	2.735	10.907
Si	16.39	5.461	10.91
Si	2.724	8.194	10.925
Si	16.389	10.931	10.925
Si	2.721	13.659	10.904
Si	5.448	16.387	10.915
Si	8.174	2.725	10.924
Si	5.452	5.458	10.919
Si	8.17	8.181	10.906
Si	5.451	10.919	10.909
Si	8.178	13.65	10.924
Si	10.912	16.393	10.919
Si	13.654	2.73	10.897
Si	10.908	5.465	10.901
Si	13.644	8.198	10.919
Si	10.896	10.921	10.912
Si	13.646	13.665	10.914
Si	1.369	1.359	12.265
Si	4.103	4.083	12.291
Si	1.371	6.807	12.279
Si	4.108	9.552	12.289
Si	1.375	12.289	12.284
Si	4.087	15.018	12.286
Si	6.81	1.353	12.296
Si	9.541	4.101	12.279
Si	6.827	6.805	12.29
Si	9.534	9.538	12.272
Si	6.816	12.274	12.289
Si	9.543	15.026	12.284
Si	12.29	1.362	12.266
Si	15.034	4.075	12.268
Si	12.281	6.811	12.276
Si	15.029	9.553	12.283
Si	12.269	12.293	12.265
Si	15.031	15.043	12.254
Si	0.01	2.717	13.641
Si	2.741	0.011	13.648
Si	0.019	8.183	13.633
Si	2.738	5.445	13.655
Si	0.008	13.688	13.613
Si	2.759	10.926	13.659
Si	5.463	2.728	13.684
Si	8.173	16.38	13.66
Si	5.474	8.177	13.652
Si	8.171	5.433	13.685
Si	5.448	13.638	13.659
Si	8.179	10.893	13.653
Si	10.912	2.724	13.621
Si	13.672	0.004	13.628
Si	10.88	8.148	13.636
Si	13.663	5.433	13.627
Si	10.919	13.663	13.639
Si	13.634	10.919	13.614
Si	1.389	4.064	15.021
Si	4.098	1.363	15.053
Si	1.415	9.526	15.005
Si	4.106	6.821	15.01
Si	1.382	15.037	14.999
Si	4.131	12.26	15.069
Si	6.821	4.073	15.096
Si	9.542	1.375	14.994
Si	6.85	9.506	15.044
Si	9.545	6.78	15.058
Si	6.803	15.005	15.029
Si	9.558	12.27	14.987
Si	12.288	4.065	14.988
Si	15.057	1.343	15.009
Si	12.267	9.516	14.957
Si	15.067	6.783	14.97
Si	12.3	15.046	14.989
Si	15.005	12.328	14.93
Si	0.004	16.36	16.399
Si	2.718	2.707	16.445
Si	0.076	5.477	16.373
Si	2.808	8.186	16.422
Si	16.375	10.935	16.211
Si	2.769	13.702	16.382
Si	5.473	16.401	16.425
Si	8.186	2.658	16.458
Si	5.427	5.48	16.434
Si	8.209	8.158	16.463
Si	5.504	10.84	16.452
Si	8.165	13.593	16.354
Si	10.95	0.048	16.331
Si	13.71	2.751	16.346
Si	10.893	5.349	16.399
Si	13.599	8.075	16.265
Si	10.937	10.901	16.333
Si	13.679	13.691	16.349
Si	1.363	1.284	17.817
Si	4.042	4.148	17.843
Si	1.434	6.847	17.78
Si	4.153	9.511	17.883
Si	1.283	12.321	17.589
Si	4.179	15.01	17.817
Si	6.802	1.326	17.868
Si	9.565	3.985	17.84
Si	6.796	6.802	17.872
Si	9.683	9.508	17.783
Si	6.962	12.128	17.807
Si	9.487	15.094	17.597
Si	12.364	1.385	17.728
Si	15.108	4.107	17.706
Si	12.353	6.637	17.714
Si	14.955	9.548	17.464
Si	12.28	12.323	17.651
Si	15.029	15.014	17.791
Si	16.397	2.737	19.096
Si	2.733	16.305	19.233
Si	16.334	8.296	18.81
Si	2.705	5.534	19.358
Si	16.305	13.52	19.104
Si	2.655	11.024	18.924
Si	5.407	2.753	19.19
Si	8.179	16.295	19.168
Si	5.585	8.224	19.445
Si	8.064	5.237	19.17
Si	5.581	13.506	19.083
Si	8.505	10.888	19.301
Si	11.038	2.686	19.202
Si	13.757	0.076	19.148
Si	10.989	7.961	19.038
Si	13.809	5.394	19.172
Si	10.927	13.827	18.861
Si	13.611	10.829	18.882
Si	1.382	3.899	20.6
Si	3.746	1.718	20.482
Si	0.955	9.938	20.118
Si	4.403	6.587	20.762
Si	1.56	14.556	20.411
Si	3.871	12.451	20.347
Si	6.506	4.149	20.805
Si	9.81	1.059	20.419
Si	7.489	9.279	20.742
Si	9.366	6.731	20.333
Si	7.202	14.508	20.49
Si	9.763	12.678	20.509
Si	12.744	3.759	20.563
Si	14.999	1.575	20.593
Si	12.595	9.187	20.239
Si	14.991	7.183	20.323
Si	12.039	15.347	20.289
Si	15.011	11.902	20.398
Si	0.587	16.368	22.624
Si	3.616	0.839	23.303
Si	16.352	7.147	23.164
Si	8.378	1.39	25.748
Si	4.141	11.184	23.143
Si	2.603	8.506	22.446
Si	6.095	15.621	23.149
Si	10.912	15.842	26.506
Si	11.236	5.762	22.485
Si	7.829	1.918	22.735
Si	8.503	9.211	23.61
Si	5.024	10.243	25.607
Si	8.729	11.348	25.999
Si	12.21	5.593	25.161
Si	0.394	4.19	23.714
Si	1.086	13.636	26.945
Si	12.514	13.018	22.113
Si	2.931	3.09	25.418
Si	3.664	12.646	25.467
Si	5.701	5.01	28.991
Si	13.883	8.258	24.717
Si	15.398	6.974	29.729
Si	11.089	4.611	27.734
Si	11.596	8.711	22.889
Si	4.758	14.597	28.949
Si	6.69	13.733	25.598
Si	12.918	14.05	24.947
Si	14.417	3.613	25.434
Si	16.397	16.18	27.985
Si	1.638	3.669	30.982
Si	3.807	0.058	31.322
Si	1.819	7.156	26.998
Si	4.381	5.635	26.204
Si	3.096	9.078	29.292
Si	3.543	11.924	29.688
Si	6.387	7.705	25.348
Si	6.038	8.004	30.03
Si	6.134	12.773	30.73
Si	7.153	9.449	27.572
Si	15.683	2.171	32.147
Si	15.654	15.269	25.251
Si	16.087	4.883	27.764
Si	16.067	11.496	28.607
Si	2.199	4.661	33.598
Si	1.369	6.356	31.528
Si	0.99	15.996	32.358
Si	8.393	3.571	28.016
Si	13.82	15.539	29.535
Si	10.523	12.982	27.801
Si	6.735	11.337	34.376
Si	11.633	4.398	30.73
Si	12.684	2.016	27.218
Si	1.54	2.49	28.228
Si	13.369	6.726	31.887
Si	15.77	8.775	27.082
Si	1.295	10.66	31.087
Si	9.023	12.799	30.479
Si	5.951	15.074	32.699
Si	11.409	7.633	33.699
Si	1.706	9.843	34.123
Si	3.35	7.313	33.391
Si	8.522	15.512	31.473
Si	6.746	15.985	27.385
Si	10.51	9.593	35.727
Si	6.316	8.546	33.104
Si	13.422	13.081	27.796
Si	15.344	13.163	34.288
Si	13.929	0.971	34.166
Si	12.184	3.377	34.665
Si	7.997	1.316	29.854
Si	15.558	6.518	37.219
Si	5.398	2.755	31.132
Si	10.274	3.381	37.038
Si	7.908	7.76	35.635
Si	6.443	9.768	37.101
Si	9.226	13.198	33.28
Si	14.551	14.83	32.253
Si	2.755	0.615	40.88
Si	9.987	4.979	32.995
Si	13.301	9.887	37.345
Si	0.928	10.16	39.77
Si	3.767	12.147	34.821
Si	13.743	5.998	34.618
Si	3.709	1.562	38.357
Si	1.623	14.037	34.514
Si	14.378	12.642	36.859
Si	6.353	16.345	37.898
Si	13.174	1.859	30.144
Si	8.052	4.699	35.17
Si	4.58	11.908	37.63
Si	7.413	13.355	37.871
Si	9.007	0.578	37.259
Si	6.952	0.155	35.079
Si	9.892	12.758	36.077
Si	3.121	3.175	35.882
Si	0.527	14.13	37.434
Si	16.399	9.256	36.776
Si	14.754	15.36	36.282
Si	4.6	6.648	40.167
Si	12.695	16.176	40.013
Si	6.522	9.128	39.992
Si	11.705	4.851	39.286
Si	5.809	2.95	34.194
Si	9.4	12.734	40.169
Si	13.912	2.722	39.714
Si	0.068	4.379	39.212
Si	13.341	7.536	39.247
Si	3.179	4.382	38.537
Si	10.893	14.588	38.263
Si	2.432	12.984	39.578
O	3.567	12.3	36.432
O	1.352	16.38	41.471
O	2.602	0.766	39.257
O	3.546	7.133	41.309
O	16.157	5.271	40.571
O	1.89	3.659	34.875
O	1.857	9.033	40.548
O	2.981	2.12	41.458
O	15.982	10.38	40.671
O	15.889	12.833	37.506
O	2.595	13.841	40.95
O	4.226	12.19	41.9
O	6.878	14.846	38.336
O	4.191	16.294	41.265
O	9.311	1.684	41.747
O	5.047	0.63	38.566
O	7.181	3.735	41.736
O	7.737	8.484	40.863
O	9.533	6.753	41.63
O	5.848	10.332	40.89
O	8.632	13.354	41.434
O	6.549	15.052	41.767
O	11.343	0.201	40.845
O	12.23	15.447	38.617
O	15.364	1.343	41.983
O	13.63	3.123	41.263
O	12.899	3.766	38.951
O	11.225	4.84	40.854
O	13.001	9.047	38.714
O	13.451	11.522	37.605
O	8.251	12.551	39.02
O	10.166	11.372	40.681
O	1.668	11.592	39.862
O	14.808	12.63	41.445
O	2.603	2.835	20.87
O	0.689	4.047	22.12
O	4.56	15.94	23.668
O	4.383	1.44	21.991
O	3.729	7.36	22.082
O	1.919	9.012	21.067
O	8.405	2.034	24.251
O	5.449	5.356	21.314
O	2.764	13.531	20.98
O	0.711	14.993	21.762
O	5.446	10.894	24.129
O	4.533	11.581	21.619
O	7.034	3.244	22.116
O	6.893	0.594	22.811
O	11.486	3.133	27.143
O	10.5	14.63	27.565
O	7.723	9.86	22.313
O	8.313	7.851	20.918
O	9.119	1.706	21.767
O	9.479	4.767	27.877
O	8.507	13.627	21.127
O	6.142	14.824	21.725
O	11.83	9.725	21.627
O	7.48	8.016	24.161
O	12.147	4.55	21.887
O	13.828	2.622	21.197
O	0.105	16.049	24.128
O	15.939	0.96	21.83
O	13.918	8.347	20.823
O	11.032	12.446	21.605
O	15.963	6.78	21.611
O	0.064	5.761	24.017
O	12.689	14.552	21.574
O	10.932	16.373	21.013
O	16.227	10.879	20.989
O	13.887	12.238	21.595
O	11.651	15.041	25.275
O	2.1	0.555	22.786
O	3.536	1.799	24.625
O	1.652	3.678	24.612
O	15.157	8.11	23.715
O	8.434	2.73	26.641
O	13.249	6.81	25.014
O	3.246	9.815	23.178
O	1.398	7.874	23.34
O	3.394	12.489	23.845
O	3.648	13.356	28.843
O	10.032	12.244	26.411
O	6.944	4.223	28.293
O	6.812	14.645	24.249
O	6.951	0.635	26.131
O	10.974	5.572	24.091
O	11.627	5.711	26.67
O	9.602	0.3	25.996
O	9.841	5.846	21.662
O	5.945	10.386	26.948
O	8.452	10.396	27.316
O	3.658	11.069	25.994
O	7.551	12.366	25.526
O	11.979	0.546	27.098
O	13.076	4.271	24.805
O	15.51	3.32	24.256
O	12.651	9.149	24.088
O	10.013	8.65	23.288
O	12.512	13.053	23.736
O	1.996	9.317	30.471
O	4.091	4.23	25.437
O	2.573	2.731	26.98
O	3.366	10.606	28.716
O	4.944	11.696	30.51
O	2.14	2.742	29.732
O	5.175	15.549	27.665
O	6.106	13.847	29.488
O	11.735	4.91	29.19
O	12.713	5.257	31.596
O	6.952	9.022	29.117
O	15.482	7.949	28.446
O	5.031	8.644	25.271
O	11.995	7.208	22.343
O	5.11	13.335	25.808
O	0.863	12.386	27.95
O	8.849	10.348	24.726
O	12.005	12.43	28.214
O	0.986	5.816	27.434
O	13.851	2.221	26.081
O	15.032	4.688	26.527
O	1.037	0.974	28.177
O	15.311	16.154	29.203
O	13.491	2.322	28.61
O	2.47	8.03	28.215
O	0.086	3.434	31.506
O	6.928	15.819	31.63
O	2.241	16.044	31.341
O	2.774	7.141	31.854
O	0.179	7.219	30.839
O	3.07	6.632	26.074
O	0.976	5.614	32.979
O	5.871	13.527	32.168
O	2.509	13.51	26.177
O	1.008	14.91	27.943
O	2.597	3.663	32.331
O	6.577	8.17	31.551
O	1.007	10.308	32.68
O	4.483	8.451	29.85
O	4.843	7.943	33.503
O	7.191	8.045	26.732
O	6.397	10.166	33.291
O	8.828	14.414	30.322
O	7.472	0.254	28.689
O	16.366	13.862	25.752
O	12.015	2.804	30.793
O	16.142	15.049	31.92
O	13.437	13.09	26.168
O	15.571	16.238	26.571
O	14.461	8.856	26.114
O	0.213	3.393	28.064
O	4.309	15.708	30
O	16.047	10.271	27.563
O	0.677	8.133	26.306
O	1.698	5.201	30.411
O	14.376	6.481	33.174
O	2.276	8.311	34.121
O	3.348	5.779	34.027
O	4.515	15.827	32.66
O	6.73	2.015	30.575
O	8.859	2.527	29.185
O	5.731	6.213	25.443
O	14.489	1.879	31.087
O	14.205	14.987	24.572
O	14.651	12.298	28.504
O	7.364	14.555	26.851
O	7.936	12.305	33.827
O	15.347	5.462	29.098
O	10.151	4.692	31.387
O	0.527	12.9	33.98
O	10.229	6.551	33.385
O	14.18	0.373	35.709
O	0.478	1.108	32.315
O	14.04	7.297	30.54
O	12.255	7.843	32.321
O	4.629	5.358	27.797
O	13.41	14.649	28.248
O	16.371	11.047	30.161
O	2.341	11.917	30.818
O	5.357	12.179	34.535
O	7.579	12.044	30.668
O	6.597	1.517	34.263
O	9.817	12.5	31.901
O	16.21	5.152	37.792
O	12.38	6.91	34.832
O	1.677	4.068	39.128
O	0.282	7.638	36.822
O	9.033	0.556	30.897
O	8.513	4.659	33.598
O	6.196	6.429	29.628
O	10	11.123	36.012
O	9.27	8.57	36.148
O	6.618	8.234	36.552
O	10.237	13.254	34.556
O	7.503	7.953	34.06
O	9.015	14.798	32.874
O	14.391	13.374	32.996
O	13.824	14.574	30.835
O	13.908	16.102	33.105
O	12.538	1.828	34.262
O	11.011	3.931	33.704
O	11.663	3.415	36.202
O	1.487	14.172	36.127
O	6.642	15.239	34.166
O	3.771	5.817	39.028
O	13.45	4.395	34.572
O	5.677	3.363	32.628
O	12.737	0.295	29.941
O	8.998	3.782	36.124
O	10.023	1.822	37.467
O	8.107	6.168	35.863
O	5.409	7.964	39.623
O	4.898	10.289	37.424
O	10.505	13.803	39.642
O	14.669	7.075	38.452
O	9.663	12.403	29.057
O	7.085	10.668	35.856
O	15.013	2.101	33.652
O	1.494	15.502	33.825
O	1.389	4.019	42.114
O	15.464	3.057	39.238
O	10.839	9.082	34.193
O	3.251	4.449	36.902
O	12.04	9.671	41.566
O	10.996	13.441	37.084
O	11.987	9.533	36.443
O	3.096	13.455	34.132
O	13.724	14.167	36.813
O	3.034	1.826	36.858
O	4.34	2.841	34.874
O	0.686	9.913	35.431
O	14.721	6.24	35.869
O	4.086	3.063	38.941
O	5.637	5.584	40.823
O	14.76	9.465	36.695
O	15.432	14.656	34.975
O	3.014	10.795	34.337
O	0.596	9.827	38.202
O	1.541	14.003	38.674
O	5.932	16.346	36.327
O	5.05	4.019	30.13
O	9.739	15.642	37.802
O	8.479	0.29	35.71
O	6.557	4.071	35.118
O	10.456	4.391	38.319
O	3.874	12.505	38.964
O	6.043	12.588	37.524
O	15.956	15.482	37.412
O	8.405	13.304	36.555
O	7.134	9.765	38.599
O	13.554	1.112	39.554
O	7.661	0.903	38.152
O	4.2	1.636	31.215
O	13.502	15.047	40.928
O	13.659	7.668	40.839
O	12.193	6.393	38.953
O	14.622	12.115	35.31
Si	16.355	16.384	5.472
Si	2.713	2.786	5.477
Si	16.356	5.565	5.421
Si	2.667	8.22	5.404
Si	16.32	10.92	5.397
Si	2.683	13.599	5.49
Si	5.447	16.382	5.519
Si	8.186	2.747	5.506
Si	5.427	5.485	5.436
Si	8.144	8.23	5.433
Si	5.425	10.868	5.414
Si	8.199	13.639	5.446
Si	10.904	0	5.434
Si	13.628	2.764	5.495
Si	10.925	5.502	5.469
Si	13.617	8.259	5.392
Si	10.877	10.982	5.403
Si	13.618	13.669	5.428
Si	1.336	1.378	6.807
Si	4.088	4.127	6.839
Si	1.33	6.877	6.813
Si	4.051	9.542	6.801
Si	1.292	12.247	6.816
Si	4.062	14.993	6.835
Si	6.822	1.361	6.854
Si	9.561	4.126	6.835
Si	6.799	6.843	6.804
Si	9.528	9.596	6.783
Si	6.8	12.262	6.78
Si	9.55	15.025	6.812
Si	12.258	1.367	6.825
Si	15.026	4.149	6.804
Si	12.293	6.88	6.802
Si	14.985	9.576	6.798
Si	12.261	12.302	6.799
Si	14.985	15.016	6.823
Si	16.381	2.756	8.167
Si	2.703	16.396	8.171
Si	16.363	8.225	8.183
Si	2.701	5.494	8.179
Si	16.359	13.645	8.181
Si	2.696	10.912	8.177
Si	5.449	2.739	8.195
Si	8.188	16.384	8.198
Si	5.426	8.191	8.175
Si	8.173	5.482	8.178
Si	5.451	13.633	8.174
Si	8.165	10.927	8.175
Si	10.905	2.736	8.196
Si	13.633	16.4	8.182
Si	10.902	8.227	8.159
Si	13.648	5.496	8.174
Si	10.911	13.662	8.183
Si	13.629	10.937	8.177
Si	1.356	4.104	9.541
Si	4.082	1.355	9.542
Si	1.345	9.558	9.562
Si	4.081	6.829	9.557
Si	1.342	15.019	9.532
Si	4.077	12.278	9.539
Si	6.821	4.102	9.552
Si	9.545	1.36	9.561
Si	6.805	9.55	9.538
Si	9.549	6.843	9.531
Si	6.813	15.009	9.549
Si	9.535	12.292	9.543
Si	12.288	4.107	9.538
Si	15.019	1.372	9.525
Si	12.272	9.567	9.548
Si	15.018	6.841	9.554
Si	12.276	15.028	9.551
Si	15.004	12.286	9.557

Results
total energy: -154802.628 eV
total energy less fixed offsets of O -438.35, Si -107.03 eV per atom: 12.912 eV

Forces (eV/angstrom) on atoms 205 to 488 of the 654, counted in the order above; the others are left out for length: element, x, y, z
Si	0.079	-0.112	-0.588
Si	0.165	-0.004	0.157
Si	-0.018	0.008	0.049
Si	0.095	-0.147	-0.138
Si	-0.038	0.037	-0.001
Si	0.085	-0.009	-0.315
Si	0.041	-0.072	-0.049
Si	-0.142	-0.108	-0.323
Si	-0.121	0.138	0.159
Si	-0.003	-0.065	-0.054
Si	0.118	0.215	-0.084
Si	0.044	-0.133	-0.055
Si	-0.1	0.007	-0.072
Si	0.077	0.027	0.233
Si	-0.343	0.037	0.105
Si	-0.025	-0.19	0.026
Si	0.092	0.353	0.199
Si	-0.073	0.156	-0.061
Si	-0.104	-0.09	0.3
Si	-0.049	-0.041	-0.153
Si	-0.096	-0.015	0.121
Si	-0.052	0.148	-0.178
Si	-0.083	-0.106	0.304
Si	-0.129	0.032	-0.005
Si	-0.118	0.154	0.028
Si	0.097	-0.006	0.138
Si	0.054	-0.009	0.2
Si	-0.073	-0.045	-0.296
Si	0.018	0.001	-0.3
Si	0.06	0.024	0.013
Si	-0.018	-0.082	-0.049
Si	-0.045	0.029	-0.221
Si	-0.071	-0.063	0.008
Si	0.115	-0.139	-0.299
Si	0.06	0.014	-0.298
Si	-0.004	0.181	0.235
Si	-0.044	-0.132	-0.373
Si	-0.071	-0.24	0.006
Si	0.122	0.175	0.165
Si	0.079	0.037	0.009
Si	-0.071	-0.056	-0.234
Si	0.095	0.013	-0.113
Si	0.041	-0.031	-0.015
Si	-0.001	-0.041	-0.163
Si	0.051	0.024	-0.149
Si	-0.006	0.144	-0.297
Si	0.038	0.126	-0.287
Si	-0.106	-0.021	-0.043
Si	-0.094	0.072	-0.253
Si	-0.025	0.056	-0.121
Si	-0.094	0.059	-0.226
Si	-0.017	0.09	-0.004
Si	-0.126	-0.254	0.162
Si	0.024	-0.008	-0.192
Si	0.062	0.061	-0.182
Si	-0.077	-0.153	0.269
Si	0.017	-0.03	-0.028
Si	-0.056	-0.124	0.077
Si	0.064	-0.003	-0.121
Si	0.088	-0.044	-0.286
Si	-0.029	0.069	-0.282
Si	-0.011	-0.085	0.312
Si	-0.017	0.072	-0.211
Si	-0.019	0.035	-0.268
Si	0.049	0.189	-0.278
Si	0.114	0.01	0.001
Si	-0.061	-0.093	-0.28
Si	0.031	0.058	-0.016
Si	-0.002	-0.037	-0.155
Si	-0.033	-0.043	0.065
Si	0.069	0.055	0.204
Si	-0.007	0.054	0.221
Si	-0.017	-0.059	0.109
Si	0.03	-0.01	-0.014
Si	0.001	0.011	-0.118
Si	0.025	0.069	0.183
Si	-0.047	0.052	0.111
Si	0.099	-0.094	-0.178
Si	-0.148	-0.215	0.188
Si	0.036	-0.088	0.268
Si	-0.041	0.065	0.23
Si	0.003	-0.03	-0.263
Si	0.167	-0.059	0.089
Si	0.054	0.012	0.002
Si	-0.02	-0.046	0.209
Si	-0.106	0.118	0.185
Si	-0.291	0.076	-0.064
Si	0.038	-0.094	0.232
Si	0.026	0.009	0.122
Si	-0.088	0.1	0.041
Si	0.078	-0.022	0.111
Si	0.112	0.078	0.021
Si	0.052	-0.01	-0.101
Si	0.051	-0.056	0.168
Si	0.037	0.09	0.219
Si	0.117	0.158	-0.193
Si	0.008	-0.039	0.17
Si	-0.052	-0.091	0.183
Si	-0.14	0.095	0.12
Si	0	0.056	-0.175
Si	-0.022	-0.062	0.212
Si	-0.064	-0.044	0.081
Si	-0.088	0.369	-0.033
Si	-0.076	0.238	0.073
Si	0.001	0.124	0.373
Si	0.058	0.1	0.281
Si	-0.063	-0.091	0.381
Si	-0.161	-0.02	0.109
Si	-0.041	-0.278	-0.072
Si	-0.042	0.137	0.171
Si	-0.015	-0.176	-0.201
Si	-0.072	-0.046	0.085
Si	0.075	0.066	0.092
Si	0.025	0.048	-0.086
Si	-0.113	-0.104	0.281
Si	-0.217	0.015	0.036
Si	0.116	0.165	-0.111
Si	0.059	-0.059	-0.076
Si	-0.087	-0.083	-0.259
Si	-0.006	-0.105	0.044
Si	-0.144	0.096	-0.278
Si	0.158	0.142	-0.134
O	0.044	0.074	-0.165
O	-0.184	-0.055	0.018
O	-0.203	-0.167	0.126
O	-0.048	-0.062	0.212
O	-0.126	0.395	0.456
O	-0.104	0.275	-0.059
O	0.317	0.149	0.272
O	0.251	0.117	-0.197
O	-0.189	-0.029	0.016
O	0.057	-0.22	0.083
O	-0.207	0.062	0.181
O	-0.235	0.11	0.209
O	0.055	-0.007	0.087
O	0.008	0.286	-0.343
O	0.191	0.06	0.679
O	-0.023	-0.191	0.176
O	-0.144	0.285	0.566
O	0.172	-0.129	0.133
O	0.06	0.098	0.155
O	-0.123	0.163	0.249
O	0.091	-0.481	-0.303
O	0.339	-0.252	0.626
O	-0.064	-0.163	-0.136
O	-0.026	0.299	-0.121
O	-0.266	0.283	0.236
O	0.016	0.154	0.03
O	-0.009	-0.146	0.03
O	-0.205	0.118	0.351
O	-0.259	0.143	-0.12
O	-0.099	0.105	0.203
O	0.169	-0.155	0.224
O	0.067	-0.086	0.234
O	-0.016	-0.013	-0.104
O	-0.009	-0.098	0.199
O	0.074	-0.275	0.018
O	-0.059	-0.204	-0.503
O	-0.028	-0.055	0.072
O	-0.023	0.253	-0.302
O	0.168	-0.136	0.141
O	0.067	-0.264	0.202
O	-0.108	0.279	-0.081
O	-0.034	0.478	-0.014
O	-0.131	0.01	-0.456
O	-0.227	-0.027	-0.03
O	0.163	0.023	0.054
O	0.036	0.174	-0.401
O	-0.207	0.097	0.134
O	0.173	0.047	0.196
O	-0.193	0.062	0.052
O	0.067	-0.166	0.43
O	-0.318	0.011	-0.509
O	-0.138	0.253	-0.382
O	0.285	0.125	-0.07
O	-0.052	0.212	-0.156
O	-0.155	-0.046	-0.251
O	0.057	-0.032	-0.106
O	0.019	0.131	-0.215
O	0.142	0.107	-0.17
O	-0.163	-0.064	-0.041
O	-0.045	0.368	-0.396
O	-0.075	0.346	0.133
O	0.072	-0.052	0.199
O	-0.031	0.036	-0.601
O	-0.272	0.083	-0.1
O	0.116	-0.289	-0.275
O	0.066	-0.007	0.1
O	0.183	-0.172	0.14
O	0.008	0.123	-0.667
O	0.272	-0.336	-0.71
O	0.054	-0.123	0.109
O	-0.143	-0.138	0.155
O	-0.223	0.064	-0.004
O	-0.053	-0.226	-0.179
O	-0.307	-0.015	-0.27
O	0.11	0.107	-0.223
O	0.223	0.141	-0.181
O	-0.078	0.083	0.205
O	-0.169	-0.064	0.051
O	0.029	-0.114	0.192
O	0.191	-0.17	-0.093
O	0.133	-0.144	-0.027
O	0.083	-0.025	0.101
O	-0.17	-0.124	-0.009
O	0.234	0.094	-0.236
O	-0.081	0.025	-0.038
O	-0.119	-0.12	-0.26
O	-0.125	0.1	0.226
O	-0.129	0.04	0.037
O	-0.096	-0.114	-0.001
O	0.057	0.091	0.118
O	0.108	0.169	0.275
O	0.245	-0.022	0.103
O	-0.1	0.053	0.072
O	0.06	-0.028	0.111
O	-0.144	-0.022	-0.24
O	0.068	-0.037	-0.285
O	-0.219	-0.103	-0.417
O	-0.027	-0.355	-0.29
O	-0.135	-0.136	-0.24
O	-0.249	-0.201	0.319
O	0.113	0.007	0.1
O	-0.173	-0.005	0.074
O	-0.184	-0.085	0.231
O	0.191	0.062	-0.14
O	-0.007	-0.124	0.097
O	0.02	-0.007	0.21
O	0.095	-0.1	0.172
O	-0.02	0.003	0.15
O	0.136	-0.095	0.089
O	0.033	0.105	0.199
O	-0.241	-0.097	0.444
O	0.06	-0.081	0.345
O	0.075	-0.153	-0.051
O	0.143	-0.044	0.374
O	-0.052	-0.038	-0.05
O	0.098	-0.087	-0.04
O	-0.022	-0.049	0.085
O	0.097	-0.062	-0.17
O	-0.182	-0.105	0.195
O	0.071	0.319	0.133
O	-0.013	-0.165	0.34
O	-0.256	-0.035	0.044
O	0.195	-0.149	0.238
O	0.228	0.102	0.028
O	-0.172	-0.098	-0.048
O	-0.082	-0.105	0.115
O	-0.114	0.093	0.051
O	0.003	0.147	-0.238
O	-0.02	0.124	0.269
O	-0.019	0.256	0.138
O	-0.133	0.2	-0.124
O	0.223	-0.168	0.107
O	-0.105	-0.021	0.071
O	0.225	0.046	0.168
O	-0.047	-0.028	-0.011
O	0.17	0.197	0.019
O	0.024	0.232	-0.064
O	-0.032	0.001	0.348
O	0.142	0.017	-0.143
O	-0.066	-0.194	0.006
O	0.111	0.008	0.088
O	-0.151	0.23	-0.071
O	0.047	0.024	0.211
O	-0.015	-0.102	-0.074
O	0.001	0.019	-0.03
O	0.116	-0.271	-0.318
O	-0.23	-0.284	0.064
O	-0.25	0.01	-0.039
O	-0.101	0.227	0
O	-0.138	-0.057	-0.008
O	-0.094	0.248	0.014
O	0.244	-0.025	0.195
O	0.055	-0.176	-0.086
O	0.18	0.165	-0.051
O	-0.157	0.095	-0.261
O	0.106	-0.196	-0.079
O	-0.117	0.177	-0.103
O	0.022	-0.154	0.195
O	0.111	0.118	0.206
O	0.306	0.048	0.126
O	-0.008	0.102	0.228
O	0.15	-0.025	0.172
